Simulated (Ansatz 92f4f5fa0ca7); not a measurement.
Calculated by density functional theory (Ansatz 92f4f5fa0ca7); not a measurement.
Periodic cell of 422 atoms, Si266O156, from a study of silicon, its oxide and their interface. The atomic structure is a simulated model.
Doubt: the cutoff is far below the 930 eV that the study's wrapper takes by default for these files, so forces and energies are approximate.
This geometry differs little from another in the collection (a relaxation step or a small displacement).

Settings
functional: PBE
potential files: Ansatz PAW
basis: plane waves
wave-function cutoff: 580 eV
density cutoff ratio: 5
exchange-correlation grid ratio: 1
k mesh: 1 x 1 x 1, Gamma-centred
self-consistency stop: 5e-08 eV per atom in the density residual
occupations: fixed
spin: none
net charge: 0

Cell vectors (angstrom)
a 15.4687 0 0
b 0 12.8259 0
c 0 0 36.7968

Atoms and the computed forces on them: element, x, y, z (angstrom), force x, y, z (eV/angstrom)
Si 0.068 1.113 34.161 -0.006 -0.005 -0.004
Si 3.98 1.18 34.104 -0.008 -0.002 -0.004
Si 7.803 1.178 34.155 -0.007 -0.011 -0.01
Si 11.665 1.162 34.15 0.002 0.003 -0.003
Si 1.906 7.575 34.085 0.002 0 -0.001
Si 5.786 7.593 34.104 -0.001 0 0.001
Si 9.637 7.575 34.121 0.003 -0.003 -0.001
Si 13.502 7.571 34.069 0.005 0.001 -0.008
Si 1.934 5.247 34.53 0.47 -0.084 -0.13
Si 5.801 5.247 34.53 -0.568 0.091 -0.621
Si 9.668 5.247 34.53 -0.047 0.298 -0.037
Si 13.535 5.247 34.53 -0.041 -0.069 0.402
Si 0 11.66 34.53 0.095 -0.73 -0.212
Si 3.867 11.66 34.53 -0.169 0.38 0.295
Si 7.734 11.66 34.53 -0.056 0.112 0.441
Si 11.602 11.66 34.53 -0.025 -0.29 -0.065
Si 0 4.664 35.767 -0.088 -0.002 -0.051
Si 3.867 4.664 35.767 0.006 0.065 0.134
Si 7.734 4.664 35.767 0.086 -0.165 -0.222
Si 11.602 4.664 35.767 0.023 -0.032 0.006
Si 1.934 11.077 35.767 -0.027 0.028 0.026
Si 5.801 11.077 35.767 0.012 -0.08 -0.027
Si 9.668 11.077 35.767 -0.055 -0.056 0.014
Si 13.535 11.077 35.767 0 -0.02 -0.061
Si 0 2.332 36.179 0.042 -0.051 0.112
Si 3.867 2.332 36.179 0.116 0.021 -0.091
Si 7.734 2.332 36.179 0.038 0.041 0.318
Si 11.602 2.332 36.179 0.282 0.001 0.261
Si 1.934 8.745 36.179 -0.024 -0.073 -0.157
Si 5.801 8.745 36.179 0.049 0.04 -0.031
Si 9.668 8.745 36.179 -0.066 0.059 -0.039
Si 13.535 8.745 36.179 -0.109 -0.123 -0.25
Si 1.934 1.749 0.619 -0.056 0.003 -0.036
Si 5.801 1.749 0.619 -0.047 0.056 0.025
Si 9.668 1.749 0.619 -0.051 0.025 0.017
Si 13.535 1.749 0.619 -0.043 0.06 0.049
Si 0 8.162 0.619 0.049 -0.024 -0.071
Si 3.867 8.162 0.619 0.001 -0.069 -0.025
Si 7.734 8.162 0.619 0.111 0.015 -0.027
Si 11.602 8.162 0.619 0.012 0.005 -0.061
Si 0 5.83 1.031 0.079 0.022 0.061
Si 3.867 5.83 1.031 0.008 0.011 0.035
Si 7.734 5.83 1.031 -0.058 0.073 0.039
Si 11.602 5.83 1.031 -0.029 0.039 0.068
Si 1.934 12.243 1.031 -0.029 -0.012 0.03
Si 5.801 12.243 1.031 -0.041 0.028 0.002
Si 9.668 12.243 1.031 0.056 0.071 0.052
Si 13.535 12.243 1.031 0.029 -0.017 0.022
Si 1.934 5.247 2.268 -0.011 0.047 0.168
Si 5.801 5.247 2.268 -0.014 -0.056 0.148
Si 9.668 5.247 2.268 -0.053 -0.039 0.072
Si 13.535 5.247 2.268 0.018 -0.004 0.14
Si 0 11.66 2.268 -0.042 0.092 0.176
Si 3.867 11.66 2.268 -0.083 0.05 0.091
Si 7.734 11.66 2.268 -0.206 0.091 0.239
Si 11.602 11.66 2.268 0.03 -0.022 -0.077
Si 1.934 2.915 2.68 0.055 -0.043 -0.017
Si 5.801 2.915 2.68 0.035 -0.13 -0.109
Si 9.668 2.915 2.68 0.045 0 0.033
Si 13.535 2.915 2.68 0.051 0.071 0.052
Si 0 9.328 2.68 -0.041 0.003 0.09
Si 3.867 9.328 2.68 -0.002 0.088 0.038
Si 7.734 9.328 2.68 -0.112 -0.013 0.017
Si 11.602 9.328 2.68 -0.015 -0.074 -0.035
Si 0.972 -3.598 23.867 0 0.003 -0.001
Si 4.728 1.771 27.831 -0.012 0.007 0.007
Si 9.28 5.475 30.427 -0.005 0.008 -0.004
Si 6.862 4.489 24.059 0.004 0.007 -0.008
Si -2.844 2.62 17.685 -0.009 -0.003 -0.003
Si 5.77 5.804 30.487 0.01 0.007 0.034
Si 7.107 12.61 26.717 0.025 0.02 0.02
Si 8.909 0.966 24.754 0.013 -0.006 -0.008
Si 2.224 2.569 22.369 -0.01 -0.011 -0.001
Si 12.562 2.078 24.056 0.003 -0.004 0
Si 2.145 5.542 22.797 -0.001 0.003 -0.002
Si 15.615 3.277 27.284 -0.001 -0.005 -0.004
Si 7.363 8.869 29.158 -0.005 0.003 0.011
Si 6.097 13.531 30.854 0.027 0.004 0.023
Si 11.58 4.84 25.265 0.01 -0.005 -0.003
Si 11.594 12.477 25.626 -0.003 0 0.018
Si -4.307 -0.305 27.906 0.004 0.014 -0.007
Si 4.048 1.473 30.053 -0.027 -0.011 0
Si 0.274 4.379 18.912 0.007 0.003 0.004
Si 11.795 1.165 29.626 -0.007 -0.013 -0.006
Si 1.872 10.975 31.033 0.003 -0.003 -0.009
Si 1.704 9.688 28.913 0.005 0.009 0.005
Si 11.65 9.481 25.279 0.004 0.005 -0.004
Si 13.326 7.024 29.479 0.009 -0.002 -0.003
Si -1.741 0.494 30.729 0.008 0.008 0
Si 11.454 3.48 29.211 -0.005 0.005 0.001
Si 8.165 1.488 29.701 -0.052 0.005 -0.041
Si 17.034 1.584 19.505 0.005 -0.003 0.004
Si 1.843 7.361 29.496 0.005 -0.009 -0.007
Si 7.669 7.126 30.672 -0.008 -0.002 -0.021
Si 9.067 10.482 29.271 -0.006 0 -0.011
Si 13.512 10.913 31.103 0.003 -0.007 0.001
Si 8.942 4.442 21.689 0.001 0.001 -0.003
Si 2.065 5.863 27.576 0.012 0.013 0.012
Si 9.906 0.737 31.036 0.038 -0.014 0.022
Si 20.685 -3.308 29.824 0.01 -0.005 -0.012
Si -0.096 6.728 30.769 -0.001 0.01 0.003
Si 3.885 10.152 27.975 -0.003 -0.008 0.006
Si 11.807 4.365 31.415 0.017 -0.002 0.008
Si 11.466 6.591 30.889 -0.008 -0.018 -0.007
Si 0.044 4.432 31.413 -0.008 -0.017 0.007
Si 4.554 4.631 28.825 -0.008 -0.002 -0.047
Si 9.068 3.662 28.757 0.007 -0.002 0.002
Si 12.947 5.01 27.985 -0.008 0.002 -0.001
Si 4.03 7.516 30.644 -0.008 0.007 -0.017
Si 5.775 11.185 31.37 -0.008 0.002 0.002
Si 11.108 10.145 28.173 -0.014 -0.011 0.007
Si 15.637 14.486 29.788 0.013 -0.012 0.005
Si 1.993 3.949 32.513 0.001 -0.006 -0.032
Si 5.571 4.191 32.311 0.048 -0.014 -0.028
Si 9.751 4.159 32.446 -0.009 -0.01 0.002
Si 13.662 3.87 32.654 -0.005 -0.007 -0.023
Si -0.018 10.428 32.397 -0.001 -0.004 -0.005
Si 3.778 10.577 32.478 0 0.006 0.004
Si 7.719 10.512 32.517 -0.001 0.002 -0.002
Si 11.607 10.442 32.454 -0.002 0.005 -0.002
Si 1.993 1.622 32.914 0.011 -0.009 -0.013
Si 5.966 1.858 32.874 0.001 0.006 -0.009
Si 9.734 1.871 33.017 0.005 0.015 0
Si 13.628 1.551 32.897 0.006 0.002 0.003
Si -0.034 8.069 32.792 -0.007 -0.004 -0.004
Si 3.844 8.232 32.891 -0.002 0 0.004
Si 7.72 8.16 32.842 -0.004 0.001 0.001
Si 11.532 8.067 32.806 0.001 0.002 0.002
Si 0 2.332 3.917 -0.049 0.256 0.203
Si 3.867 2.332 3.917 -0.081 0.055 -0.241
Si 7.734 2.332 3.917 -0.227 0.129 -0.11
Si 11.602 2.332 3.917 0.103 0.136 -0.076
Si 1.934 8.745 3.917 0.107 0.141 0.299
Si 5.801 8.745 3.917 0.15 -0.46 -0.956
Si 9.668 8.745 3.917 0.324 -0.002 0.173
Si 13.535 8.745 3.917 -0.133 -0.122 -0.114
Si 1.949 6.413 4.355 0 -0.006 0.002
Si 5.776 6.431 4.337 0.007 -0.003 0.006
Si 9.635 6.416 4.341 -0.002 -0.002 0.002
Si 13.531 6.405 4.364 0.001 0.001 0.001
Si -0.052 12.842 4.351 0 0.001 0.008
Si 3.814 12.833 4.343 0.004 -0.012 -0.003
Si 7.688 12.827 4.383 0.003 0.007 0.011
Si 11.613 12.843 4.311 0.001 -0.001 0.003
Si 0.017 5.877 5.63 -0.002 0.001 -0.004
Si 3.881 5.895 5.657 0.003 0.002 0.011
Si 7.687 5.952 5.636 -0.005 0.01 0.001
Si 11.56 5.804 5.575 0.002 -0.001 0.001
Si 1.869 12.312 5.6 0.003 -0.005 0
Si 5.707 12.23 5.62 -0.015 -0.008 -0.011
Si 9.694 12.24 5.509 0.003 0 0.004
Si 13.494 12.234 5.605 0.004 -0.005 0.004
Si 0.007 3.539 6.004 0.006 -0.005 0.002
Si 3.849 3.47 5.971 0.024 -0.018 -0.007
Si 7.623 3.571 5.93 -0.011 -0.002 0.007
Si 11.548 3.461 5.995 -0.001 -0.006 -0.007
Si 1.973 10.01 5.983 -0.018 0.002 -0.008
Si 5.91 9.908 5.839 -0.003 -0.009 -0.025
Si 9.839 9.938 5.988 -0.004 -0.006 -0.004
Si 13.568 9.885 5.967 0.004 0.013 0.006
Si 1.939 2.927 7.251 -0.02 0 -0.002
Si 5.2 -1.054 7.958 -0.015 0.002 0.01
Si 11.318 0.698 8.882 0.013 -0.008 0.001
Si 10.132 1.668 22.053 0.006 0.002 -0.002
Si 0.01 9.368 7.234 0.006 0.005 -0.006
Si 4.016 9.731 7.192 0.039 0.06 0.016
Si 7.815 7.278 7.666 0.005 -0.002 -0.004
Si 14.917 10.592 9.225 0.027 -0.029 0.034
Si -1.943 2.952 7.22 0.011 -0.002 0.003
Si 2.073 6.472 8.892 0.016 0.007 0.016
Si 5.775 4.804 10.658 -0.027 0.024 -0.08
Si 15.294 12.97 8.97 -0.001 0.017 0.008
Si -1.09 7.552 13.508 -0.002 0.005 0.008
Si 12.728 18.067 14.271 -0.008 0.002 -0.004
Si 13.381 13.47 7.642 -0.008 -0.008 -0.003
Si 11.082 11.874 10.517 -0.002 0.008 -0.007
Si -2.614 4.994 19.811 -0.002 0.004 0.004
Si 3.194 12.335 11.296 0.003 -0.024 0.006
Si 2.94 6.933 11.039 -0.001 0.07 -0.034
Si 11.618 6.955 7.645 -0.003 -0.003 0.001
Si -2.152 16.752 9.4 0.005 -0.015 0
Si 7.826 16.436 10.549 0 -0.013 0.004
Si 3.58 16.12 13.458 0.014 0.009 0.007
Si 9.487 15.678 7.068 -0.008 0.001 -0.007
Si 1.818 0.618 7.712 -0.008 0.005 -0.01
Si 7.615 -1.185 8.454 0.01 0 0.011
Si 11.751 9.302 7.363 -0.002 0.008 0.004
Si 11.262 2.841 9.996 -0.004 0.01 0.003
Si 5.925 8.198 13.099 -0.022 -0.002 -0.012
Si 0.716 11.885 12.943 0.006 0.016 0.005
Si 10.391 6.888 15.648 -0.004 0.001 0.004
Si 5.777 6.977 8.728 -0.036 -0.034 0.051
Si -3.011 -1.39 15.293 0.002 -0.001 0.006
Si -0.612 2.2 11.441 0.001 0.004 -0.001
Si 8.386 -0.833 10.645 -0.004 0.011 -0.034
Si 9.339 0.491 7.557 -0.016 0.003 -0.006
Si 1.489 11.19 15.601 0.004 -0.004 0.005
Si 3.828 7.408 7.576 0.016 -0.068 0.009
Si 9.763 9.961 15.004 0.002 0 0.016
Si 13.272 12.796 12.681 -0.006 -0.004 0.008
Si -6.663 -0.644 16.987 -0.004 0.001 0
Si 3.701 0.311 9.127 0.034 -0.007 -0.005
Si 3.957 3.444 11.01 -0.001 -0.009 -0.048
Si 5.31 7.094 11.026 -0.007 0.001 -0.048
Si 2.85 4.252 9.013 0.013 -0.011 0.032
Si 1.711 9.797 11.337 0.108 -0.116 -0.052
Si 7.886 9.607 12.493 -0.028 -0.022 0.024
Si 13.507 6.26 8.92 -0.001 0.004 -0.003
O -10.333 10.789 24.055 0.003 0.002 0
O -6.83 11.231 20.92 0 -0.001 0
O 1.534 -0.403 26.634 0.002 0.001 0
O 3.61 11.842 22.164 -0.001 0.003 0
O 15.986 20.248 13.254 0.001 0.012 -0.004
O 1.81 12.793 12.108 0.009 -0.011 -0.001
O 15.993 15.627 19.25 -0.002 0.002 -0.003
O 9.19 10.726 16.333 0 -0.003 -0.001
O 5.992 19.706 14.133 0.002 0.014 0.004
O 20.247 9.226 13.753 0.006 0.005 0.016
O 16.263 4.931 14.008 -0.002 -0.003 0.003
O 27.95 4.976 21.416 0 0.001 -0.001
O 32.77 16.944 22.092 -0.007 0.01 -0.008
O 2.795 1.517 18.413 0 0.003 -0.004
O 15.101 8.555 26.75 0.002 -0.012 -0.01
O 0.75 12.209 14.542 -0.002 0.001 -0.008
O -9.454 2.119 21.563 0.001 -0.001 -0.005
O 10.977 28.135 11.608 0.001 -0.008 0
O 16.892 21.977 22.272 0 0 -0.002
O -3.45 12.18 16.673 0.002 0.002 -0.001
O -0.01 17.268 17.309 -0.001 0 -0.004
O -15.538 1.126 10.323 0.002 -0.016 -0.019
O -7.964 23.823 11.68 0.007 0.009 -0.003
O 20.133 9.238 26.801 0.002 0.003 -0.002
O 29.066 9.563 19.891 0 0.001 0
O 8.91 6.327 12.144 0.002 -0.015 0.001
O -3.491 -0.608 11.887 0.008 0.005 0.013
O 9.114 -6.944 15.705 0 0.003 -0.003
O 20.62 3.376 27.893 0.011 0.003 -0.011
O 17.872 34.03 11.565 -0.077 0.165 -0.068
O 39.895 -24.318 23.162 -0.01 0.001 0.008
O 19.36 -1.106 27.429 0.003 0.004 -0.004
O 5.347 14.182 19.138 0.002 0.002 -0.001
O 6.78 -3.809 25.082 0.001 0.001 -0.007
O 29.705 7.971 15.082 -0.002 -0.001 -0.001
O 8.553 17.31 17.863 0.001 -0.002 -0.001
O 18.985 1.433 26.753 0.006 0.006 -0.011
O -8.252 9.136 20.1 0.001 0.002 -0.001
O 10.226 0.497 20.912 0.001 -0.002 -0.005
O 16.578 10.716 24.542 0.001 -0.001 -0.002
Si 9.006 -0.237 20.096 0 0.001 -0.002
Si 20.734 13.534 13.324 0.002 -0.025 -0.026
Si 19.573 0.533 18.464 0.001 -0.001 0.002
Si 1.286 7.882 21.211 0.002 0.003 0.002
Si 6.294 9.468 26.558 -0.004 -0.021 0.007
Si 7.857 22.443 7.165 0.011 -0.002 0.004
Si 5.771 15.661 7.228 0.012 -0.049 -0.032
Si 1.055 -9.515 13.972 -0.001 -0.002 0.005
Si 4.346 -0.705 23.615 0 0.001 -0.002
Si 5.105 4.731 8.361 -0.01 0.104 0.101
Si 12.769 12.401 18.108 0 -0.003 -0.003
Si 15.909 11.808 25.591 -0.001 0.001 -0.003
Si 12.46 10.082 9.59 0.002 -0.014 -0.003
Si 11.538 5.947 22.347 0 0.001 0
Si 3.262 7.211 16.28 0.004 -0.002 0.002
Si 5.236 14.799 9.478 -0.029 0.034 -0.018
Si 10.926 15.913 13.114 -0.009 0.007 -0.001
Si 0.012 6.994 7.761 0.015 -0.006 0.009
Si 18.572 -0.11 26.395 -0.005 -0.004 -0.003
Si 12.047 9.986 19.899 0.001 0 0
Si 21.512 18.058 14.373 0.002 0.004 0.002
Si 4.435 24.303 20.784 0.001 0 0
Si 3.692 16.528 30.889 -0.04 -0.006 0.064
Si 14.473 16.409 16.3 -0.002 0.009 0.002
Si 8.314 -8.266 16.247 0.002 0.001 0.004
Si 31.356 -0.999 18.376 0.004 -0.004 -0.004
Si 1.614 6.28 13.645 0.01 0.008 -0.002
Si 13.188 -3.366 29.137 0.002 0.004 -0.004
Si -0.512 21.98 19.136 0.002 0.001 -0.002
Si 10.934 7.275 18.68 -0.002 0.003 0
Si 9.668 7.393 11.152 -0.002 -0.023 -0.008
Si 17.494 0.535 30.777 0.007 0.011 0.003
Si 8.483 4.756 12.406 -0.004 -0.006 -0.016
Si 21.448 -3.376 23.742 -0.003 0 -0.002
Si 9.664 -1.59 31.395 0.004 0.003 -0.007
Si -2.781 8.258 11.141 0.02 -0.001 -0.003
Si 20.738 14.922 23.019 0.004 -0.013 -0.016
Si 2.644 6.406 19.076 0.004 0.003 -0.002
Si 10.084 14.861 15.751 -0.005 -0.001 0.002
Si 7.119 14.186 10.904 0.013 0.01 0.031
Si -5.959 -8.725 9.043 -0.005 0.004 -0.003
Si 9.667 6.488 8.921 0 0.011 0
Si -9.811 8.635 20.216 0 0.003 -0.001
Si 20.743 6.634 18.215 0.002 0 -0.003
Si -0.424 9.895 27.722 -0.001 0.015 -0.003
Si 21.251 12.195 16.129 0.009 -0.005 0.002
Si -0.8 -3.619 16.04 0.003 0.002 0.002
Si 10.846 8.905 22.328 0 0.001 0
Si 4.219 22.715 15.158 0.008 -0.005 -0.003
Si 1.311 6.619 25.394 0.005 0.003 0.004
Si 6.259 13.796 20.432 0.001 0.002 0.001
Si 8.808 16.685 26.264 0.011 0 0.018
Si 15.431 1.81 24.433 -0.004 -0.002 0.001
Si 8.821 25.43 28.23 0.002 -0.007 0.008
Si 20.555 6.813 22.671 0 0.006 -0.001
Si 14.386 20.872 25.357 0.006 0.004 -0.005
Si 23.698 5.62 18.984 0 0.003 -0.002
Si 23.556 9.76 21.338 0.001 0.002 -0.003
O 21.483 39.372 27.279 -0.002 0.003 -0.011
O 5.859 12.277 20.914 0.003 0.002 -0.002
O 3.674 18.856 22.506 0.002 -0.001 -0.004
O 24.522 15.147 25.684 -0.005 0.02 0
O 9.986 5.632 22.016 0.002 0.001 -0.001
O -11.744 -13.602 19.418 0 0.001 -0.004
O 17.768 -5.807 17.589 -0.004 0 0.001
O 8.736 -15.471 13.767 0 0.008 -0.004
O -10.004 -15.048 15.931 0 -0.003 0
O 15.979 2.636 12.554 0.003 0 0
O 12.067 -9.505 24.976 -0.001 0.004 0
O 22.919 4.548 25.597 0.003 -0.002 -0.003
O 8.819 8.783 11.397 0.007 0.014 -0.008
O 2.567 6.666 14.918 -0.001 -0.005 -0.003
O 9.478 26.237 16.157 0.003 0.003 -0.003
O -1.832 10.399 15.677 0 0.003 -0.003
O 14.672 -0.82 12.345 0.001 -0.002 -0.005
O 4.163 18.602 19.078 0.002 0.001 -0.002
O 1.348 -8.474 27.608 0.007 0.002 0
O 11.993 24.297 19.208 0.001 0.001 0
O -0.86 21.519 17.598 0 -0.001 0.001
O -1.143 -0.876 17.931 0 0.001 -0.003
O 4.449 -0.336 12.352 -0.007 -0.002 -0.003
O 21.108 -5.522 21.199 0.002 0 -0.002
O 37.681 4.782 15.801 0.003 0.001 0.001
O 17.999 5.947 12.323 -0.011 -0.001 0.019
O -0.205 0.221 24.78 0 0 -0.002
O 15.629 -10.044 25.73 0.002 0.004 0
O 8.022 -7.917 20.43 0.001 0.001 0
O 13.522 17.544 15.587 0.009 -0.007 0.006
O 34.665 15.37 22.928 -0.005 0.012 0.003
O 14.425 3.535 10.599 0.001 0.001 -0.001
O 12.787 21.13 25.427 -0.004 -0.001 0
O 1.141 23.145 12.772 0.001 -0.011 -0.022
O -14.054 11.907 17.074 0 0.001 -0.003
O -15.467 -9.576 30.23 0.001 0.01 0.005
O 17.258 -17.55 24.773 0.001 -0.002 -0.001
O -10.304 8.196 18.724 0 0.002 -0.001
O 19.033 8.782 16.124 0.001 0.012 -0.001
O -9.536 3.154 24.043 0.011 0.001 0.017
O 11.566 -2.729 21.461 0.001 0 -0.001
O -3.259 11.02 25.149 0.001 0.002 -0.005
O 4.245 14.673 13.89 -0.02 0.02 0.026
O 13.586 27.173 12.251 0.003 0.004 -0.005
O 4.696 -2.955 20.713 0.001 0 -0.003
O -3.117 -9.102 18.897 0.003 -0.003 -0.006
O 31.4 -15.868 10.29 0.088 0.027 0.051
O 7.103 4.678 13.269 0.015 -0.001 -0.006
O 25.478 -8.01 25.686 -0.012 -0.001 -0.003
O -1.95 -18.588 10.38 -0.008 0.017 0.007
O 14.109 2.292 23.591 0 0.003 -0.003
O 15.098 6.557 25.274 -0.001 -0.001 -0.003
O 2.585 7.569 20.246 0 0.001 -0.001
O 12.366 5.516 26.526 0.001 0.003 0
O -12.513 -14.888 10.871 -0.135 -0.064 0.024
O 10.116 12.71 24.951 -0.011 0.004 -0.011
O 1.589 -7.612 19.349 -0.002 -0.003 -0.001
O -4.251 7.671 11.635 0.012 0.009 0.001
O -5.589 21.171 15.143 0 -0.005 -0.003
O 16.178 -15.901 15.716 0.001 0.001 -0.002
O 4.569 -12.748 16.973 -0.006 0.01 -0.001
O 24.9 19.562 19.085 0.002 0.001 -0.001
O 9.74 15.898 21.325 -0.001 0.005 -0.003
O 22.688 -4.299 27.526 0 0 -0.008
O 3.306 -0.384 24.808 0.002 0.001 -0.002
O 9.319 12.216 18.538 0.003 0.001 0
O 20.393 -17.414 23.447 0.002 0.002 -0.002
O 7.178 -0.471 16.949 0.001 0.001 -0.001
O 15.488 15.635 15.212 -0.007 -0.001 0.001
O 6.085 18.66 23.534 0 0.002 0
O 17.38 -7.382 24.41 0 -0.001 -0.001
O 2.181 27.364 20.996 0.004 0 -0.003
O 28.054 13.62 25.05 0.011 0.012 -0.011
O 23.545 -8.612 23.026 0.004 0 -0.003
O -1.233 -21.587 27.637 0.005 0.002 -0.003
O 24.334 15.948 15.727 0.001 -0.001 -0.003
O 11.856 5.717 23.926 0 0.002 -0.003
O 12.972 -0.231 14.268 0.002 0.004 -0.005
O 26.244 -3.635 23.934 -0.002 -0.001 -0.004
O -0.621 -16.793 24.005 -0.001 -0.001 0
O 1.252 14.746 23.473 0.004 -0.002 -0.006
O 3.699 18.374 27.734 -0.009 0.001 -0.002
O 42.528 14.661 22.773 0.001 0.002 -0.001
O 15.551 8.005 20.121 0.001 0 -0.002
O 12.144 44.843 19.282 0.003 0 0
O 13.697 18.92 13.293 0.003 -0.008 -0.006
O 20.053 4.484 14.142 -0.019 -0.014 0.002
O 31.19 14.703 28.147 -0.003 0.001 -0.003
O 16.211 -12.639 19.422 0.002 0.007 0.004
O -3.192 3.936 13.416 0.008 0 -0.001
O 11.713 20.369 22.05 0.002 0 -0.002
O -16.457 -7.823 19.73 0.004 -0.001 -0.004
O -4.197 15.387 16.747 0.01 0.002 0.003
O 23.294 0.894 20.062 0 0.002 -0.001
O -25.032 12.821 14.633 0.008 -0.003 -0.004
O 26.259 35.081 26.674 0.003 0.003 0.008
O 25.164 -8.699 13.275 0.008 0.005 0.01
O -3.978 -6.61 14.669 0.006 -0.002 -0.008
O 13.615 8.592 12.484 -0.007 -0.001 -0.008
O 26.68 -2.21 14.641 0.008 0.005 -0.009
O -4.371 19.975 17.078 0.005 0 -0.001
O -0.64 11.135 26.631 0.001 -0.007 0.007
O 12.744 13.991 18.461 0.002 0.009 0
O 0.58 10.375 19.105 0.001 0 -0.002
O 4.724 -6.303 16.66 0.004 -0.001 -0.002
O 1.054 19.405 22.164 0 0 -0.001
O -7.944 0.216 25.179 -0.011 -0.002 -0.002
O 6.808 6.229 18.474 0.002 0 -0.002
O -12.462 23.817 15.003 -0.001 0.003 -0.003
O 6.531 -1.747 26.741 -0.009 0.008 -0.011
O -20.242 14.736 14.227 0.003 0 -0.004
O 7.063 9.808 22.599 0.002 0.001 -0.001
O 9.317 -16.87 21.766 0.002 0 -0.002
O 11.131 -3.982 19.132 0.001 0.001 -0.002
O 36.292 13.394 23.554 0 -0.007 -0.001
O 6.504 14.159 12.462 0.015 0.004 -0.026

Results
free energy: -257812.040 eV
free energy less fixed offsets of O -568.88, Si -635.61 eV per atom: 5.500 eV

The program warned: the cutoff lies below the one the program advises for these potential files; the forces do not sum to zero within the program's tolerance; the exchange-correlation potential is rough where the density is thin.
